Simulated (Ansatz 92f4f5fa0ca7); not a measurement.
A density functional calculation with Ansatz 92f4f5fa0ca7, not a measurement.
Periodic cell of 256 atoms, Si144O112, from a study of silicon, its oxide and their interface. The atomic structure is a simulated model.
Doubt: the cutoff is far below the 930 eV that the study's wrapper takes by default for these files, so forces and energies are approximate.
This geometry differs little from another in the collection (a relaxation step or a small displacement).

Settings: functional PBE; potential files Ansatz PAW; basis plane waves; wave-function cutoff 580 eV; density cutoff ratio 5; exchange-correlation grid ratio 1; k mesh 1 x 1 x 1, Gamma-centred; self-consistency stop 5e-08 eV per atom in the density residual; occupations fixed; spin none; net charge 0.

Cell vectors (angstrom)
a  10.938  0  0
b  0  10.938  0
c  -1.9408  -5.264  36.4278

Atoms: element, x, y, z (angstrom)
Si  -0.2967  -6.8738  28.9249
Si  2.4332  -4.2026  29.1017
Si  -0.8555  -0.8221  28.7918
Si  1.943  -9.1266  28.902
Si  -6.2569  -6.4436  29.0247
Si  -3.5922  -3.5573  28.888
Si  5.0748  -1.3417  29.1171
Si  -3.1435  -9.5348  28.9851
Si  0.8015  -5.3246  30.3325
Si  3.5077  -2.5391  30.358
Si  0.7651  -10.7139  30.1951
Si  3.5008  -8.011  30.304
Si  -4.6306  -5.2447  30.2274
Si  -1.9062  -2.4966  30.1559
Si  6.2736  0.2346  30.3523
Si  -1.916  -7.9835  30.2516
Si  -0.5834  -3.8851  31.5995
Si  2.1191  -1.136  31.6257
Si  -0.5732  -9.3664  31.6378
Si  2.1639  -6.656  31.6977
Si  4.9193  -3.9167  31.663
Si  7.6677  -1.1758  31.6427
Si  4.8807  1.5827  31.6623
Si  -3.2911  -6.6202  31.6147
Si  -1.9408  -5.264  33.0096
Si  0.7937  -2.5295  33.0096
Si  -1.9408  0.205  33.0096
Si  0.7937  -7.9985  33.0096
Si  3.5282  -5.264  33.0096
Si  6.2627  -2.5295  33.0096
Si  3.5282  0.205  33.0096
Si  6.2627  -7.9985  33.0096
Si  1.3673  -1.3673  3.418
Si  4.1018  1.3673  3.418
Si  1.3673  4.1018  3.418
Si  4.1018  -4.1018  3.418
Si  6.8362  -1.3673  3.418
Si  -1.3673  1.3673  3.418
Si  6.8362  4.1018  3.418
Si  -1.3673  6.8362  3.418
Si  2.7651  -0.0439  4.7358
Si  5.516  2.6977  4.7663
Si  2.6765  5.5296  4.7686
Si  5.4562  -2.696  4.7942
Si  -2.7324  -0.0116  4.8636
Si  -0.0279  2.7407  4.7691
Si  8.2133  5.4799  4.7461
Si  0.0024  -2.7628  4.8169
Si  1.3298  1.2871  6.0062
Si  4.0939  4.1425  5.9603
Si  1.3601  -4.103  6.2791
Si  4.0932  -1.3644  6.2153
Si  -4.0935  1.361  6.288
Si  -1.3525  4.1465  6.1465
Si  6.8454  -4.0723  6.0811
Si  -1.3905  -1.4497  6.2275
Si  0.288  -0.2947  7.401
Si  2.8737  2.5791  7.1366
Si  -0.2566  -5.2729  7.5994
Si  2.5473  -2.5048  7.5999
Si  5.0923  0.3155  7.5566
Si  -3.0187  3.1503  7.4457
Si  5.5963  5.3351  7.2962
Si  -2.57  -3.0659  7.5672
Si  -0.5735  -6.6312  34.3768
Si  2.161  -3.8967  34.3768
Si  -0.5735  -1.1622  34.3768
Si  2.161  1.5723  34.3768
Si  4.8955  -6.6312  34.3768
Si  -3.308  -3.8967  34.3768
Si  4.8955  -1.1622  34.3768
Si  7.63  1.5723  34.3768
Si  0.7937  -5.264  35.7441
Si  3.5282  -2.5295  35.7441
Si  0.7937  0.205  35.7441
Si  3.5282  -7.9985  35.7441
Si  -4.6753  -5.264  35.7441
Si  -1.9408  -2.5295  35.7441
Si  6.2627  0.205  35.7441
Si  -1.9408  -7.9985  35.7441
Si  1.3673  1.3673  0.6835
Si  4.1018  4.1018  0.6835
Si  1.3673  6.8362  0.6835
Si  4.1018  -1.3673  0.6835
Si  6.8362  1.3673  0.6835
Si  -1.3673  4.1018  0.6835
Si  6.8362  -4.1018  0.6835
Si  -1.3673  -1.3673  0.6835
Si  0  0  2.0507
Si  2.7345  2.7345  2.0507
Si  0  5.469  2.0507
Si  2.7345  -2.7345  2.0507
Si  5.469  0  2.0507
Si  8.2035  2.7345  2.0507
Si  5.469  5.469  2.0507
Si  8.2035  -2.7345  2.0507
Si  -2.3672  -1.9629  23.892
Si  4.2591  -3.1344  17.1305
Si  5.9634  -8.2893  26.7255
Si  0.3359  -8.5541  24.9474
Si  -0.5079  -9.2653  21.9846
Si  5.7443  -6.1578  21.7173
Si  -0.2383  -1.6901  14.1851
Si  -2.4024  2.164  13.0482
Si  2.4204  -2.5203  21.8139
Si  -2.3964  -2.3939  19.4462
Si  0.933  -10.0113  19.5951
Si  5.0891  0.9881  10.4042
Si  -0.8938  -5.8118  25.9859
Si  -1.0876  0.0467  10.0781
Si  7.7632  2.2682  10.2386
Si  -0.3683  -0.4454  25.7579
Si  2.3546  -1.5732  24.726
Si  -4.5738  -4.636  19.0077
Si  -0.3041  -7.7855  18.0629
Si  3.8037  -10.5569  26.7475
Si  -3.416  -4.2024  25.7949
Si  0.2479  0.9947  12.7523
Si  1.2281  -4.0792  13.457
Si  2.3499  3.5494  16.6252
Si  1.7565  -4.5653  16.3337
Si  0.1541  -6.3916  20.7697
Si  1.6459  4.2967  9.5513
Si  -0.6126  -3.5289  21.795
Si  5.7978  -6.245  24.723
Si  -3.0772  -0.1153  21.455
Si  2.6605  -6.6503  24.8132
Si  -0.8665  -3.0392  16.808
Si  -3.3079  -7.4567  17.9985
Si  5.7589  -2.3473  14.635
Si  2.6304  2.383  11.6516
Si  3.9091  -4.3862  9.6939
Si  4.1588  -4.2381  12.7204
Si  2.9422  -1.0538  19.1046
Si  6.7845  -0.4139  12.5562
Si  6.7944  3.506  15.2585
Si  2.7785  -5.6013  21.9851
Si  4.071  3.8689  13.9733
Si  -2.7172  -2.3838  10.4721
Si  3.6328  -9.139  18.8451
Si  -4.5968  -8.7555  20.3558
Si  1.6453  -4.2171  26.2012
Si  -1.4976  -3.8994  12.5954
Si  7.9863  -4.5694  15.0534
O  5.1115  -4.2553  17.9954
O  -1.4134  -4.1666  8.0158
O  4.0005  1.5392  7.714
O  5.2535  -0.0973  9.1677
O  -2.0642  -10.6767  28.5058
O  0.8415  -7.9776  28.4141
O  -0.6895  -1.8266  15.7352
O  1.927  -8.1081  25.0246
O  2.7605  5.424  9.8624
O  6.6943  4.204  7.7218
O  7.5772  -2.642  8.9802
O  2.0963  3.315  8.3549
O  4.7179  -2.9551  13.5352
O  -3.3452  -2.8823  24.8324
O  3.6084  -5.2588  28.6143
O  2.5839  -9.7888  27.5278
O  6.1622  -2.4552  28.6016
O  -1.5968  -3.1972  20.5755
O  5.1938  -7.1713  27.6407
O  6.0471  -4.9045  25.6402
O  1.4027  -0.4854  18.9034
O  -1.862  -4.2098  16.2224
O  -2.4356  3.0005  8.9907
O  4.5444  5.4016  13.6369
O  -1.2793  -2.9813  23.1871
O  4.4377  -0.7074  27.7599
O  -0.463  -7.7397  21.434
O  -0.4876  -5.158  21.6462
O  -3.0813  -3.8919  27.3612
O  8.0026  2.8695  14.3934
O  1.4187  -1.3548  8.0064
O  0.2689  5.0231  9.0434
O  -2.7248  -0.9167  20.0625
O  7.063  5.1033  15.4509
O  3.2194  -3.0489  9.0228
O  1.8014  1.4573  12.7079
O  -1.7749  3.4377  17.4372
O  2.4157  -3.1027  25.3032
O  7.995  0.618  12.9449
O  4.6426  -4.1563  11.1495
O  -0.1074  -6.5598  19.1554
O  0.8179  -2.766  21.6143
O  0.8329  -1.0539  24.8607
O  5.4022  3.1297  14.5255
O  -0.7742  2.2001  13.1325
O  -4.4161  -7.55  21.4256
O  0.803  3.0316  16.8459
O  1.7626  -6.1667  20.8569
O  6.2601  -5.7676  23.2225
O  2.2346  5.075  17.2001
O  -0.3548  -1.1626  27.243
O  1.1445  -2.5098  13.9093
O  4.9278  -9.4725  26.2841
O  -1.3938  -2.3736  13.2342
O  1.5387  3.3392  10.875
O  0.032  -9.2128  23.4994
O  -0.4982  -7.1768  25.1887
O  -3.7264  -3.2453  19.0554
O  2.5495  -4.2585  12.5764
O  -0.3844  0.4908  8.6828
O  -1.4637  -2.3025  18.1211
O  3.1632  -3.7792  16.1108
O  5.9841  -5.0158  20.5638
O  -1.3343  -1.5562  10.1689
O  0.5913  -3.7329  17.1262
O  3.3168  -0.4767  25.4523
O  4.8832  -8.5263  19.6614
O  0.0173  -4.4818  12.4406
O  2.374  -5.6734  26.0844
O  -0.0774  0.4452  11.2643
O  -2.3129  -5.3298  25.3644
O  7.2474  -1.6054  11.5275
O  2.1161  -5.928  23.4485
O  -3.2155  -1.1725  22.7119
O  2.8689  3.6311  15.0691
O  3.1065  -4.0067  21.8427
O  3.6522  3.2714  12.5341
O  -0.2681  -9.2643  18.7845
O  5.5342  0.3365  11.8276
O  2.2268  -8.9968  19.6717
O  1.6934  -3.6623  27.7319
O  0.1019  -4.521  25.7473
O  2.7669  -1.6787  23.1616
O  -4.3639  -7.5342  25.4009
O  3.065  -1.6065  20.6309
O  -1.9932  -9.9096  21.8818
O  5.1504  -2.1757  16.1469
O  -3.7511  -5.9341  18.4346
O  -0.9581  -6.1672  27.5873
O  -3.7433  -8.914  27.5834
O  3.4208  2.6131  17.4388
O  4.2643  -6.788  24.6981
O  -2.2913  -3.8012  11.1802
O  7.0571  -3.2808  14.8183
O  -4.4427  -10.2037  21.1027
O  -2.5601  0.7448  10.1974
O  5.0553  -4.9223  8.6818
O  1.1916  -4.9648  14.8381
O  3.3473  -2.2741  18.1496
O  4.1465  -6.4355  21.7788
O  -1.7029  -0.8337  24.8866
O  8.0888  2.9611  11.6811
O  -0.1304  -9.7607  25.9664
O  0.0411  -0.1385  13.8895
O  -2.2442  -4.9119  13.6262
O  -3.443  -8.529  19.2208
O  0.4606  -10.2699  21.1289
O  6.706  2.9215  16.7748
O  3.9348  0.1915  18.7062
O  6.2539  -0.9369  14.0067
O  6.1376  2.2121  10.0508
O  3.5526  1.5256  10.5999

Results
free energy: -155246.709 eV
free energy less fixed offsets of O -568.88, Si -635.61 eV per atom: -4.309 eV

Forces (eV/angstrom), in the order of the atoms: element, x, y, z
Si  -0.0099  0.0151  -0.005
Si  -0.0043  0.0031  0.0001
Si  0.0126  -0.0058  0.0063
Si  0.0156  -0.0139  0.0072
Si  0.0051  -0.0097  0.0024
Si  0.0055  -0.0055  0.0008
Si  -0.0038  0.0016  -0.0028
Si  -0.0083  0.006  -0.0079
Si  -0.002  0.005  0.0009
Si  0.0005  0.0016  0.0063
Si  -0.0028  0.003  -0.0027
Si  -0.0038  0.0037  -0.004
Si  -0.0006  0.0045  0.0033
Si  -0.002  0.0009  0.0025
Si  -0.001  -0.002  0.0055
Si  0.001  0.0022  0.0052
Si  -0.0025  0.0011  0.0036
Si  0.0017  0.0045  0.0063
Si  0.0006  -0.0052  0.002
Si  0.0024  -0.0051  0.0077
Si  0.0041  -0.0018  0.0009
Si  0.0032  -0.0041  -0.0004
Si  0  -0.0007  0.0106
Si  -0.004  -0.0029  0.0066
Si  -0.0004  0.1543  -0.179
Si  -0.1892  0.0504  -0.1759
Si  0.1254  -0.0256  0.0892
Si  -0.0956  -0.2355  0.3001
Si  0.1336  -0.0705  0.2363
Si  0.2002  -0.0314  0.0608
Si  -0.198  -0.0146  -0.0197
Si  0.0531  0.1914  -0.1125
Si  -0.0828  -0.3584  -0.0849
Si  0.2347  -0.1  -0.2031
Si  -0.1817  0.1234  -0.0518
Si  -0.1234  0.3106  0.0308
Si  0.0414  0.2756  0.2016
Si  -0.3257  -0.1076  0.1523
Si  0.1902  -0.1524  -0.206
Si  0.2193  0.0393  -0.199
Si  0.0054  -0.0035  -0.0043
Si  0.002  0.0008  -0.0017
Si  -0.0059  0.0017  -0.0047
Si  -0.0059  -0.0001  -0.0105
Si  -0.0026  0.0046  -0.0034
Si  -0.0025  0.0083  -0.0049
Si  0.0008  -0.0059  -0.0031
Si  0.0013  -0.0021  -0.0001
Si  -0.0044  0.0005  0.0017
Si  0.0022  0.0016  0.0005
Si  0.0016  -0.0029  -0.0008
Si  0.0015  -0.003  0.0005
Si  0.0046  -0.0015  -0.005
Si  0.0029  -0.0021  0.0053
Si  0.0063  0.0007  0.01
Si  0.0026  0.001  0.0066
Si  -0.0196  0.0123  -0.0119
Si  -0.0141  0.0105  0.0091
Si  0.0008  -0.0096  -0.007
Si  0.0125  -0.0081  0.0013
Si  -0.0018  -0.0002  0.0178
Si  0.0077  0.0002  0.0022
Si  -0.0029  0.0085  0.0046
Si  -0.0122  0.0078  -0.0087
Si  0.0279  -0.008  -0.0269
Si  0.0267  0.0162  -0.0488
Si  0.0013  -0.0041  0.0155
Si  -0.0426  -0.03  0.0335
Si  0.0172  0.0443  0.0285
Si  -0.0093  0.0111  0.0078
Si  -0.0159  -0.0081  -0.0524
Si  0.0089  -0.0084  -0.0341
Si  0.0141  -0.002  -0.0176
Si  0.0148  -0.0128  -0.0141
Si  0.016  -0.0158  -0.0214
Si  -0.0083  -0.0177  -0.0244
Si  0.002  0.0108  -0.017
Si  -0.0079  0.0193  -0.0288
Si  -0.0167  -0.0085  -0.0141
Si  -0.0115  0.0161  -0.0075
Si  -0.0152  0.0223  0.024
Si  -0.0283  0.029  0.0144
Si  0.0516  -0.045  0.0129
Si  0.0094  0.004  0.0214
Si  0.002  -0.0106  0.0127
Si  0.0366  -0.0364  0.0148
Si  -0.0152  0.0198  0.034
Si  -0.0431  0.022  0.0138
Si  0.0072  -0.0429  0.0553
Si  0.0615  0.0025  0.0584
Si  -0.0619  -0.0096  -0.0476
Si  -0.0322  -0.0033  -0.0564
Si  0.0107  0.0754  -0.0316
Si  -0.0672  0.0162  -0.0339
Si  -0.0046  -0.0742  0.0617
Si  0.0754  0.0085  0.0465
Si  -0.0005  -0.0004  -0.0069
Si  0.0003  -0.0002  0.0049
Si  -0.0059  -0.0001  -0.0005
Si  0.0008  0.0015  -0.0035
Si  -0.0005  0.0001  -0.0054
Si  -0.0006  -0.0011  -0.006
Si  -0.0006  -0.0044  0.0024
Si  -0.0022  -0.0007  0.0006
Si  0.0015  -0.0005  -0.0034
Si  0.0027  -0.002  -0.0025
Si  0.0016  0.0003  -0.0003
Si  -0.0028  0.0012  -0.0063
Si  -0.0016  0.0021  0.0011
Si  0  0.0022  -0.0034
Si  0.0025  -0.0014  -0.0057
Si  -0.0018  -0.0013  0.0029
Si  0.0023  0.0018  -0.0022
Si  0.0001  0.0007  0.0004
Si  -0.0005  0.0013  0.0027
Si  -0.001  0.0013  0.0012
Si  0.0029  0.0019  0.0036
Si  -0.0054  -0.0058  0.0004
Si  0.0044  -0.0011  0.0039
Si  -0.0005  -0.0001  0.0048
Si  0.0002  -0.0019  0.0073
Si  0.0003  0.0003  -0.0015
Si  0.0094  0.0014  -0.0059
Si  -0.0021  0.0003  -0.0057
Si  -0.0022  -0.0012  -0.0055
Si  -0.0021  0.0005  -0.0026
Si  0.0001  0.0004  -0.0013
Si  0.0023  0.0029  0.0055
Si  0.0012  0.001  0.0038
Si  -0.0007  -0.0015  0.005
Si  0.0026  0.0009  -0.0026
Si  -0.0033  -0.0055  -0.003
Si  -0.0148  -0.0046  0.0043
Si  0.0015  -0.0004  0.0009
Si  0.0004  -0.0038  0.0022
Si  -0.0009  0.0008  0.0061
Si  0.0007  -0.0003  -0.0033
Si  0.0006  0.0006  0.0041
Si  -0.0001  -0.0006  -0.0053
Si  0.0017  -0.0001  0.004
Si  -0.0002  -0.0017  0.0001
Si  0.0009  -0.0001  0.002
Si  0.0008  -0.0027  0.0016
Si  -0.0023  -0.0036  0.0048
O  -0.001  0.0006  -0.0011
O  0.0018  -0.0006  0.0056
O  0.0057  -0.0072  0.0038
O  -0.0009  0.0007  -0.0097
O  -0.0013  0.0021  -0.0027
O  0.0002  -0.0038  -0.0028
O  0.0027  -0.0035  -0.0008
O  -0.0005  -0.0009  0.001
O  0.0013  -0.0078  -0.0024
O  0.0059  -0.0014  0.0051
O  0.0025  0.0002  0.0048
O  0.0008  0.001  0.0054
O  -0.0056  -0.0041  -0.0007
O  0.0011  0.0007  0.0013
O  -0.0053  0.0023  -0.0015
O  -0.0028  0.0025  0.0034
O  -0.0001  0.0043  -0.0031
O  0.0053  0.0035  -0.0004
O  -0.0015  0.0011  0.0057
O  0.0013  0.0008  0.0028
O  -0.0001  0.0003  0.0018
O  -0.0006  0.0018  -0.0019
O  -0.0006  0.002  -0.0016
O  -0.0003  0.0073  -0.0031
O  -0.0021  0.0015  0.0042
O  0.0023  -0.0005  0.0073
O  -0.0001  -0.0032  0.0027
O  -0.0001  0.0004  0.0019
O  -0.0019  0.0006  0.0046
O  0.0013  -0.0025  0
O  0.0058  -0.0073  0.0088
O  0.0023  0.0005  0.0018
O  0.0005  0.0002  0.0022
O  0.0024  0.0009  -0.0014
O  -0.0035  0.0039  -0.006
O  -0.0001  0.0008  0.0023
O  0.0003  -0.0008  0.0003
O  0.0013  0.0014  0.0029
O  0.0007  0.0002  0.0005
O  -0.0036  -0.0018  0.0019
O  0.0012  -0.0006  0.0037
O  0  -0.0005  0.0028
O  0  0.0004  0.003
O  -0.0028  0.0002  -0.0006
O  0.004  -0.0043  0.0003
O  -0.0001  0.0016  0.0036
O  0.001  -0.0007  -0.0007
O  0.0001  0.0013  0.0034
O  0.0009  0.001  0.0075
O  -0.0006  -0.0002  -0.0008
O  -0.0007  0.0023  0.0006
O  0.001  -0.0046  -0.0024
O  0.0019  0.0014  0.0028
O  0.0006  -0.0018  0
O  0.0005  0.0029  -0.0006
O  0.0002  0.0003  0.0056
O  0.0003  -0.002  0.0014
O  0.0035  0.0003  0.0021
O  0.014  -0.0031  0.0071
O  -0.0037  0.0019  0.0102
O  -0.0051  -0.0021  0.0026
O  -0.0013  0.0009  -0.0008
O  -0.0007  -0.002  0.0043
O  -0.0003  0.0033  0.0027
O  -0.0052  0.0023  -0.0019
O  -0.0026  -0.0049  -0.0007
O  0.0009  0.0006  0.0012
O  -0.0032  -0.002  0.0004
O  -0.0006  0.0014  0.0023
O  -0.0014  0.0019  0.0013
O  -0.0002  0.0001  0.0016
O  -0.0008  0.0009  0.0027
O  0.0001  -0.0011  0.004
O  0.0017  -0.0016  0.0057
O  0.0026  0.0005  -0.0024
O  -0.0001  0.0001  0.0031
O  -0.0001  -0.0019  0.0015
O  0.0012  -0.0006  0.0026
O  0.0004  -0.001  0.0012
O  -0.0008  -0.0006  0.0009
O  -0.0005  -0.0013  0.0001
O  -0.0015  -0.0016  0.003
O  0.0017  0.0011  0.0051
O  0.0023  0.0015  0.0006
O  0.0001  -0.0019  0.0043
O  0.0021  0.0013  0.0026
O  -0.0007  0.0001  -0.0028
O  -0.0003  -0.0012  0.0002
O  0.0026  -0.002  0.0084
O  0.0064  -0.0048  0.0108
O  -0.0006  0.0007  -0.0009
O  -0.0001  -0.0007  0.003
O  0.0011  -0.0026  0.0032
O  -0.0021  -0.0035  -0.0013
O  0.0009  -0.0008  0.0018
O  0.002  -0.0005  0.0019
O  -0.001  -0.0011  -0.0009
O  -0.0003  0.0025  -0.0059
O  0.0001  0.0001  0.0006
O  -0.0005  0.0005  0.0044
O  0.0004  -0.0008  0.002
O  0.0005  -0.0003  0.0027
O  0.0002  -0.0004  0.0029
O  0.0018  0.0041  -0.0067
O  0.0002  0.0007  -0.004
O  -0.0003  0.0001  0.0016
O  -0.0006  0.0001  0.0044
O  0.0006  -0.0014  -0.0019
O  -0.0002  0.0002  0.0006
O  -0.0011  0.0002  -0.0017
O  -0.0001  0  0.0024
O  0  0.0001  0.0019

The program warned: the cutoff lies below the one the program advises for these potential files; the forces do not sum to zero within the program's tolerance; the exchange-correlation potential is rough where the density is thin.
